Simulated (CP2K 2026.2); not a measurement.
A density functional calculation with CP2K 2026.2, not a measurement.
Periodic cell of 504 atoms, Si360O144, from a study of silicon, its oxide and their interface. The atomic structure is a simulated model.
Doubt: the forces sum to 1.18 eV/angstrom along one axis rather than to zero, so they err by at least 0.0023 eV/angstrom per atom on average; the grid cutoff is modest.

Settings
functional: PBE
method: Gaussian and plane waves
basis set: DZVP-MOLOPT-SR-GTH
pseudopotentials: GTH-PBE
grid cutoff: 350 Ry, relative cutoff 50 Ry
k points: Gamma only
occupations: fixed
spin: none
net charge: 0

Cell vectors (angstrom)
a 16.32 0 0
b 0 16.32 0
c 8.1609 6.0469 34.8821

Atoms and the computed forces on them: element, x, y, z (angstrom), force x, y, z (eV/angstrom)
Si 1.114 15.319 0.029 -0.083 -0.073 0.162
Si 3.761 1.579 0.021 0.148 0.154 0.125
Si 9.743 9.863 34.846 0.019 0.076 0.051
Si 12.147 12.9 34.875 0.049 -0.104 0.004
Si 9.89 15.133 34.732 -0.19 0.148 -0.271
Si 4.388 11.993 0.046 0.114 -0.118 0.089
Si 7.101 14.871 0.002 -0.012 -0.022 -0.016
Si 9.363 1.594 0.096 -0.043 -0.062 -0.129
Si 7.202 3.799 0.233 -0.107 -0.209 -0.253
Si 9.784 6.502 0.149 0.081 -0.1 -0.302
Si 6.496 9.709 0.09 0.028 0.072 0.018
Si 9.24 12.628 0.035 0.04 -0.076 -0.073
Si 12.435 14.781 0.06 0.012 0.044 -0.143
Si 23.371 7.236 34.783 -0.059 -0.058 0.099
Si 11.903 4.333 0.322 -0.009 0.052 -0.176
Si 14.653 7.021 0.166 -0.146 0.092 -0.265
Si 12.539 9.253 0.232 0.085 -0.111 -0.316
Si 14.655 12.536 0.021 0.026 -0.04 -0.206
Si 2.648 16.407 1.452 -0.051 -0.021 -0.222
Si 5.454 2.668 1.374 -0.063 0.002 -0.266
Si 2.736 5.377 1.361 -0.017 0.013 -0.299
Si 5.428 8.091 1.423 0.025 0.103 -0.166
Si 2.711 10.819 1.245 0.112 -0.1 -0.167
Si 5.498 13.646 1.332 0.082 -0.047 -0.217
Si 8.229 16.329 1.463 0.002 0.086 -0.303
Si 10.792 2.748 1.604 -0.011 0.035 -0.31
Si 8.276 5.376 1.57 0.034 0.028 -0.152
Si 10.911 8.113 1.486 -0.048 0.006 -0.267
Si 8.129 10.935 1.344 -0.003 0.036 -0.319
Si 10.852 13.669 1.427 0.021 -0.086 -0.202
Si 13.65 16.357 1.346 -0.011 0.028 -0.261
Si 16.327 2.709 1.35 0.017 0.02 -0.221
Si 13.536 5.495 1.547 -0.046 -0.031 -0.243
Si 16.378 8.144 1.333 0.045 0.036 -0.207
Si 13.691 10.887 1.438 -0.075 0.088 -0.082
Si 16.285 13.668 1.335 -0.019 0.108 -0.299
Si 1.325 1.408 2.836 -0.034 0.084 0.147
Si 4.131 4.076 2.766 0.024 -0.01 -0.029
Si 1.348 6.744 2.735 0.065 -0.061 0.075
Si 4.039 9.491 2.753 -0.082 -0.098 0.04
Si 1.366 12.238 2.635 0.017 -0.002 -0.051
Si 4.074 14.974 2.697 0.01 -0.021 0.012
Si 6.771 1.306 2.798 -0.018 0.018 0.025
Si 9.515 4.062 3.019 -0.051 -0.057 0.206
Si 6.842 6.789 2.788 -0.054 0.045 0.041
Si 9.508 9.551 2.731 -0.035 0.052 -0.043
Si 6.812 12.287 2.783 0.011 0.012 0.05
Si 9.577 15.017 2.851 0.07 0.002 0.125
Si 12.279 1.372 2.778 0.072 -0.102 -0.019
Si 14.966 4.073 2.755 0.049 -0.015 0.01
Si 12.231 6.822 2.94 -0.039 0.028 0.177
Si 15.094 9.564 2.776 0.031 -0.037 0.051
Si 12.223 12.223 2.754 -0.029 0.02 0.04
Si 14.963 14.99 2.792 -0.049 0.033 -0.007
Si 16.316 16.332 4.198 -0.003 -0.015 -0.067
Si 2.743 2.751 4.171 -0.051 -0.037 -0.07
Si 16.321 5.421 4.151 0.031 0.011 -0.013
Si 2.696 8.121 4.143 0.032 0.13 -0.11
Si 16.4 10.934 4.145 -0.062 -0.101 0.017
Si 2.724 13.583 4.055 0.001 0.038 0.02
Si 5.41 16.279 4.159 0.057 0.054 -0.011
Si 8.097 2.666 4.245 0.011 0.103 -0.033
Si 5.466 5.443 4.163 -0.031 -0.025 -0.011
Si 8.169 8.192 4.141 0.025 -0.036 0.027
Si 5.423 10.883 4.124 0.008 0.046 -0.098
Si 8.19 13.627 4.177 -0.058 -0.075 -0.061
Si 10.945 16.352 4.206 -0.065 -0.011 -0.01
Si 13.627 2.725 4.161 -0.007 -0.007 -0.016
Si 10.895 5.449 4.311 0.062 -0.002 -0.024
Si 13.673 8.222 4.175 -0.056 -0.067 -0.039
Si 10.872 10.877 4.144 0.053 0.03 0.022
Si 13.587 13.599 4.144 0.028 0.048 -0.101
Si 17.71 14.991 16.566 -0.028 0.005 0.043
Si 4.101 17.694 16.581 -0.003 0.008 0.05
Si 17.734 4.092 16.53 -0.005 -0.034 0.032
Si 4.082 6.779 16.555 -0.005 0.01 0.058
Si 17.669 9.488 16.482 0.059 0.024 -0.017
Si 4.107 12.269 16.54 -0.014 -0.025 0.025
Si 6.809 14.969 16.562 0.024 0.028 0.05
Si 9.506 17.685 16.555 0 -0.033 0.035
Si 6.772 4.062 16.592 0.03 0.002 0.062
Si 9.496 6.795 16.529 0.002 0.023 0.038
Si 6.779 9.516 16.546 -0.006 0.005 0.042
Si 9.515 12.255 16.529 0.005 0.01 0.034
Si 12.231 14.985 16.489 -0.016 0.014 0.03
Si 14.988 17.697 16.529 -0.024 0.006 0.011
Si 12.225 4.061 16.532 0.038 0.014 0.004
Si 15.006 6.839 16.481 -0.048 -0.02 -0.015
Si 12.25 9.55 16.501 -0.037 0.022 0.006
Si 14.976 12.256 16.477 0.038 -0.038 0
Si 19.107 16.314 17.978 -0.033 0.036 -0.016
Si 5.396 19.058 18.024 0.01 -0.052 0.136
Si 19.04 5.449 17.974 0.043 -0.046 0.034
Si 5.449 8.117 17.934 -0.008 0.045 0.049
Si 19.017 10.867 17.803 -0.059 -0.046 0.049
Si 5.464 13.618 17.962 -0.019 -0.012 -0.024
Si 8.161 16.325 17.954 -0.024 -0.015 0.148
Si 10.853 19.035 17.946 0.01 -0.018 -0.041
Si 8.144 5.436 17.938 -0.059 0.031 -0.056
Si 10.853 8.205 17.845 0.059 -0.056 0.066
Si 8.107 10.928 17.898 0.072 -0.085 -0.035
Si 10.907 13.615 17.875 -0.028 0.044 0.094
Si 13.564 16.36 17.863 0.065 -0.025 -0.013
Si 16.415 19.018 17.883 0.014 0.091 0.026
Si 13.64 5.465 17.788 -0.014 0.064 0.049
Si 16.353 8.151 17.923 -0.022 0.021 0.074
Si 13.663 10.881 17.858 -0.035 0.084 0.026
Si 16.283 13.633 17.872 0.016 -0.046 0.049
Si 17.761 17.688 19.345 0.004 0.067 -0.001
Si 20.344 4.122 19.454 0.009 -0.069 0.007
Si 17.673 6.791 19.368 0.002 -0.011 -0.062
Si 20.335 9.508 19.194 -0.073 -0.013 -0.196
Si 17.652 12.214 19.165 -0.012 -0.065 -0.137
Si 20.441 14.933 19.389 0.048 0.124 0.034
Si 6.776 17.658 19.38 -0.006 -0.087 -0.057
Si 9.506 4.1 19.311 -0.034 -0.057 -0.011
Si 6.782 6.739 19.371 0 0.021 0.061
Si 9.457 9.55 19.22 -0.073 0 -0.051
Si 6.794 12.259 19.36 0.063 0.036 0.054
Si 9.545 14.928 19.31 0.032 0.049 0.03
Si 12.236 17.677 19.301 -0.099 -0.114 0.071
Si 15.05 4.141 19.128 0.077 -0.005 -0.195
Si 12.291 6.847 19.135 0.011 0.072 -0.181
Si 15.008 9.543 19.276 -0.003 0.019 -0.051
Si 12.34 12.285 19.201 0.118 -0.003 -0.102
Si 14.899 15.011 19.235 -0.064 -0.013 -0.072
Si 16.311 16.305 20.575 0.01 0.029 0.265
Si 19.007 19.054 20.891 -0.012 0.008 0.137
Si 16.286 5.4 20.7 -0.075 0.028 0.125
Si 19.024 8.217 20.67 0.041 0.055 0.225
Si 16.325 10.949 20.642 0.059 -0.037 0.3
Si 18.993 13.494 20.563 -0.01 -0.047 0.275
Si 5.493 16.232 20.873 0.12 0.047 0.097
Si 8.122 19.095 20.715 -0.057 -0.058 0.127
Si 5.391 5.458 20.891 0.044 -0.011 0.296
Si 8.146 8.176 20.668 -0.018 0.085 0.214
Si 5.302 10.874 20.563 -0.025 -0.021 0.243
Si 8.235 13.553 20.775 0.173 -0.058 0.258
Si 10.901 16.279 20.744 -0.023 -0.032 0.227
Si 13.704 19.127 20.426 -0.055 0.035 0.269
Si 10.972 5.498 20.499 0.089 0.019 0.24
Si 13.634 8.16 20.569 -0.053 -0.041 0.364
Si 10.936 10.915 20.425 -0.043 -0.033 0.3
Si 13.586 13.677 20.684 -0.087 -0.055 0.211
Si 17.435 14.663 21.841 -0.017 0.005 0.051
Si 20.654 17.853 22.166 -0.009 0.073 0.096
Si 17.235 20.135 22.192 0.126 -0.107 0.225
Si 20.53 7.166 22.158 -0.059 -0.085 0.053
Si 17.872 9.787 22.008 -0.094 0.035 0.118
Si 20.079 11.955 22.012 0.08 0.116 0.1
Si 7.245 15.157 22.221 -0.096 -0.085 0.145
Si 9.31 17.532 21.98 0.105 0.007 0.009
Si 6.558 20.107 22.218 0.05 0.186 0.085
Si 9.917 7.089 21.838 -0.001 -0.013 0.148
Si 6.413 9.328 21.888 0.146 -0.033 0.09
Si 9.892 12.292 21.997 -0.015 -0.001 -0.258
Si 11.976 14.653 22.198 -0.044 0.011 -0.059
Si 15.117 17.899 21.816 -0.053 -0.104 0.072
Si 12.604 4.378 21.768 -0.098 0.009 0.103
Si 14.705 6.586 21.988 -0.122 0.014 0.151
Si 12.045 9.391 21.791 0.087 -0.067 0.169
Si 15.204 12.568 21.979 0.027 0.095 0.211
Si 13.705 19.539 28.081 0.008 0.112 0.009
Si 9.215 14.386 31.873 -0.131 0.113 -0.472
Si 20.293 13.198 29.94 0.008 -0.111 -0.107
Si 10.707 19.444 32.847 -0.018 0.067 -0.199
Si 10.08 5.646 28.86 0.044 0.059 0.015
Si 10.385 8.025 27.098 0.057 0.072 0.257
Si 13.934 8.875 30.938 0.169 0.132 -0.492
Si 16.193 5.195 27.767 -0.123 0.056 0.298
Si 6.803 5.094 25 -0.113 -0.127 0.491
Si 7.195 14.161 25.329 0.072 0.024 0.557
Si 22.237 11.025 30.878 -0.314 0.28 -0.357
Si 19.291 15.934 24.178 -0.163 0.016 0.187
Si 15.764 8.148 27.174 -0.162 0.018 0.347
Si 13.531 14.396 28.408 -0.095 -0.042 0.013
Si 10.546 15.062 29.213 0.092 -0.105 -0.2
Si 11.156 18.902 24.032 -0.067 0.28 0.108
Si 9.378 17.861 28.284 -0.072 -0.062 -0.11
Si 13.669 6.238 32.655 0.078 0.136 -0.247
Si 18.133 6.234 29.901 -0.128 0.134 -0.275
Si 18.773 16.697 33.039 0.24 0.106 -0.216
Si 9.441 12.952 27.091 0.076 -0.044 0.455
Si 10.995 19.886 26.795 0.102 0.024 0.391
Si 16.543 14.428 32.951 -0.055 -0.162 -0.239
Si 22.114 20.563 27.735 -0.099 -0.063 0.161
Si 14.8 16.802 26.97 0.104 0.098 0.248
Si 8.359 10.226 23.907 0.101 0.222 0.232
Si 12.433 11.945 26.819 -0.113 0.076 0.572
Si 13.704 10.812 24.086 -0.216 0.071 0.033
Si 9.052 7.124 24.584 0.149 -0.051 0.473
Si 13.81 11.268 32.724 -0.08 -0.054 -0.214
Si 17.875 20.542 25.219 -0.071 -0.179 0.551
Si 17.817 11.675 29.467 0.125 -0.04 0.012
Si 20.445 16.302 30.581 0.278 -0.211 -0.338
Si 6.776 16.499 27.475 -0.074 0.14 0.278
Si 15.354 13.088 30.582 0.066 -0.148 -0.653
Si 8.004 18.329 32.2 -0.209 0.079 -0.522
Si 13.003 9.236 28.054 -0.046 -0.011 0.172
Si 21.395 8.633 32.834 0.003 0.239 -0.201
Si 23.308 15.92 30.609 -0.266 -0.037 -0.339
Si 19.336 6.317 32.659 -0.145 -0.063 -0.18
Si 13.273 16.656 24.188 0.259 -0.027 0.184
Si 20.776 13.282 24.837 -0.128 -0.273 0.484
Si 8.28 10.377 26.892 -0.12 -0.108 0.661
Si 20.162 6.164 24.969 0.047 0.097 0.466
Si 20.502 6.958 27.828 0.016 0.098 0.176
Si 16.844 8.97 29.804 0.169 0.017 -0.054
Si 12.267 20.681 30.546 0.038 0.144 -0.583
Si 8.054 20.147 29.923 -0.089 0.058 -0.285
Si 17.841 17.564 26.327 -0.067 0.132 0.402
Si 15.922 8.526 24.171 0.094 -0.047 0.122
Si 19.835 11.889 27.301 -0.023 -0.083 0.26
Si 20.493 17.991 27.953 0.092 -0.016 0.04
Si 21.845 9.734 28.016 -0.135 0.062 -0.013
Si 8.215 11.674 32.748 -0.071 0.068 -0.207
Si 1.388 14.937 5.499 -0.051 0.031 -0.056
Si 4.079 1.353 5.535 -0.005 0.006 -0.045
Si 1.375 4.095 5.547 0.02 0.016 -0.039
Si 4.087 6.8 5.528 -0.008 -0.003 -0.046
Si 1.383 9.525 5.527 0.018 -0.012 -0.048
Si 4.068 12.252 5.494 0.026 -0.053 -0.063
Si 6.799 14.957 5.545 0 -0.019 -0.033
Si 9.533 1.351 5.575 0.02 -0.01 -0.005
Si 6.78 4.081 5.581 -0.023 -0.054 -0.013
Si 9.505 6.846 5.577 0.012 -0.003 0.011
Si 6.794 9.536 5.516 -0.006 0.014 -0.047
Si 9.533 12.243 5.539 -0.003 0.008 -0.029
Si 12.267 14.957 5.563 0.002 0 -0.031
Si 14.963 1.372 5.564 0.012 -0.03 -0.036
Si 12.285 4.064 5.589 -0.011 0.052 0.017
Si 14.988 6.809 5.541 -0.009 0.003 -0.054
Si 12.264 9.549 5.535 0.004 0.025 -0.033
Si 14.983 12.256 5.513 -0.01 0.013 -0.048
Si 2.722 16.306 6.897 0.026 -0.007 0
Si 5.425 2.71 6.931 0.003 0.045 0.01
Si 2.732 5.453 6.919 -0.016 -0.004 0.003
Si 5.444 8.17 6.899 -0.003 0.005 -0.006
Si 2.738 10.889 6.895 0.007 -0.019 0.029
Si 5.431 13.592 6.896 0.018 0.012 0.011
Si 8.163 16.308 6.929 0.021 0.01 -0.004
Si 10.894 2.719 6.943 -0.012 0.013 -0.012
Si 8.155 5.455 6.931 -0.001 0.019 -0.004
Si 10.899 8.192 6.923 0.006 -0.033 -0.01
Si 8.158 10.887 6.902 0.006 0.005 -0.001
Si 10.891 13.599 6.921 0.007 -0.005 0.004
Si 13.616 16.324 6.935 -0.002 0.007 0.011
Si 16.337 2.73 6.921 -0.003 -0.011 0.012
Si 13.633 5.454 6.933 -0.003 -0.034 0.002
Si 16.342 8.174 6.911 -0.026 0.011 0.009
Si 13.625 10.905 6.906 -0.036 -0.007 -0.002
Si 16.341 13.607 6.897 -0.002 -0.002 -0.003
Si 17.693 17.674 8.28 -0.019 -0.003 -0.004
Si 4.078 4.083 8.296 -0.018 -0.032 0.009
Si 17.696 6.815 8.292 0.025 0.022 -0.001
Si 4.093 9.533 8.279 0.012 0.018 0.001
Si 17.695 12.243 8.275 -0.021 -0.013 -0.002
Si 4.086 14.958 8.278 0.001 0.01 -0.006
Si 6.805 17.679 8.294 0.022 0.022 0
Si 9.527 4.094 8.295 0.033 0.013 0.003
Si 6.796 6.816 8.292 0.003 -0.034 0.004
Si 9.524 9.54 8.289 0.015 0.008 -0.005
Si 6.797 12.243 8.278 -0.004 -0.018 -0.002
Si 9.528 14.954 8.298 -0.028 -0.017 0.006
Si 12.252 17.678 8.31 -0.027 -0.018 0.005
Si 14.984 4.089 8.304 0.008 0.033 0.005
Si 12.253 6.814 8.29 -0.017 -0.003 0.004
Si 14.975 9.533 8.282 -0.024 -0.031 -0.002
Si 12.259 12.249 8.292 0.024 0.02 0.001
Si 14.988 14.964 8.289 -0.004 0.024 0
Si 16.337 16.326 9.667 -0.004 -0.005 0.005
Si 2.725 2.715 9.662 0.004 0.017 0
Si 16.342 5.452 9.67 -0.016 -0.022 0.004
Si 2.738 8.174 9.66 -0.018 -0.008 -0.005
Si 16.335 10.89 9.657 0.001 -0.002 -0.007
Si 2.73 13.602 9.658 -0.001 0.006 0.002
Si 5.443 16.317 9.659 0.002 -0.01 0.003
Si 8.166 2.727 9.661 -0.001 0.004 0.002
Si 5.445 5.445 9.662 0.002 0.018 0.003
Si 8.165 8.172 9.662 0.009 -0.006 0.006
Si 5.449 10.886 9.663 0.011 -0.007 0.003
Si 8.156 13.599 9.661 0.018 0.006 0
Si 10.884 16.32 9.672 0.015 0.02 0.005
Si 13.614 2.729 9.673 -0.005 -0.002 0.003
Si 10.89 5.454 9.666 -0.003 -0.003 0.011
Si 13.613 8.173 9.661 0 0.006 -0.005
Si 10.888 10.894 9.662 -0.014 -0.009 0.002
Si 13.618 13.613 9.663 -0.009 -0.007 -0.007
Si 17.7 14.967 11.039 -0.003 -0.001 0.001
Si 4.091 17.682 11.035 -0.006 0.002 0.002
Si 17.695 4.079 11.038 -0.006 0.002 0.002
Si 4.092 6.807 11.034 0.001 -0.008 0
Si 17.696 9.532 11.033 -0.01 0.007 -0.001
Si 4.092 12.249 11.039 -0.003 -0.012 -0.006
Si 6.802 14.963 11.038 -0.001 0.008 0.003
Si 9.523 17.687 11.039 0.008 -0.005 0.006
Si 6.806 4.085 11.035 0.012 -0.002 0.006
Si 9.521 6.808 11.04 0.011 -0.001 0.003
Si 6.806 9.526 11.042 0.01 0.005 -0.004
Si 9.521 12.248 11.036 0.001 -0.002 -0.002
Si 12.253 14.968 11.04 -0.001 0 -0.001
Si 14.977 17.688 11.043 -0.009 0.004 -0.002
Si 12.246 4.09 11.043 -0.006 0.009 -0.001
Si 14.971 6.809 11.036 -0.001 0.005 -0.003
Si 12.242 9.527 11.034 0 -0.002 -0.003
Si 14.978 12.253 11.033 -0.012 0 -0.004
Si 19.057 16.329 12.417 0.01 -0.005 0.001
Si 5.454 2.719 12.409 -0.003 0.02 -0.002
Si 19.065 5.433 12.402 -0.02 0.01 -0.004
Si 5.448 8.162 12.416 0.001 -0.01 0.005
Si 19.055 10.888 12.413 -0.006 0.006 -0.008
Si 5.445 13.61 12.422 0.002 -0.005 0.005
Si 8.155 16.332 12.41 0.009 -0.004 0
Si 10.878 2.731 12.416 0.009 -0.004 0
Si 8.158 5.446 12.416 0.005 -0.01 0.002
Si 10.883 8.166 12.415 -0.007 0.01 0.001
Si 8.164 10.889 12.415 0.01 0.002 -0.002
Si 10.877 13.617 12.404 0.017 -0.01 -0.005
Si 13.612 16.331 12.414 -0.014 0.006 -0.003
Si 16.336 2.727 12.419 -0.001 0.001 0.006
Si 13.611 5.45 12.416 0.003 -0.002 -0.004
Si 16.338 8.166 12.401 -0.008 -0.001 -0.005
Si 13.602 10.897 12.394 0.009 -0.019 -0.018
Si 16.34 13.609 12.412 -0.019 0.004 0
Si 17.705 17.692 13.794 -0.036 0.017 0.003
Si 4.102 4.076 13.785 0.023 -0.024 -0.005
Si 17.706 6.796 13.762 0.01 -0.026 -0.005
Si 4.087 9.522 13.789 -0.006 0.019 -0.007
Si 17.706 12.256 13.787 0.014 -0.037 -0.002
Si 4.097 14.981 13.803 -0.03 0.005 0.004
Si 6.803 17.685 13.797 0.011 -0.011 0.006
Si 9.504 4.078 13.798 0.022 0.022 -0.001
Si 6.794 6.795 13.799 0 0.029 0.005
Si 9.518 9.525 13.788 0.016 -0.015 -0.003
Si 6.806 12.247 13.794 0.017 -0.016 -0.004
Si 9.513 14.974 13.78 -0.002 0.015 -0.006
Si 12.245 17.692 13.783 0.01 -0.005 -0.01
Si 14.976 4.092 13.79 -0.031 0.011 -0.003
Si 12.24 6.801 13.79 0.015 -0.002 0
Si 14.967 9.535 13.751 -0.029 0.03 -0.011
Si 12.239 12.256 13.766 -0.027 0.023 -0.01
Si 14.982 14.975 13.783 0.014 -0.023 -0.001
Si 16.347 16.33 15.166 -0.001 0.007 0.003
Si 19.079 2.719 15.17 -0.005 0.027 -0.027
Si 16.362 5.445 15.148 -0.003 0.022 -0.003
Si 19.06 8.136 15.15 -0.026 0.014 -0.007
Si 16.331 10.88 15.123 -0.03 0.005 -0.009
Si 19.056 13.625 15.175 0.008 0.004 0.014
Si 5.453 16.337 15.193 0.013 0.007 -0.016
Si 8.14 2.726 15.191 -0.005 -0.02 -0.005
Si 5.443 5.423 15.184 -0.021 -0.005 -0.007
Si 8.148 8.168 15.163 0.028 0.008 -0.002
Si 5.441 10.887 15.163 -0.012 -0.022 -0.001
Si 8.159 13.62 15.165 0.018 -0.001 -0.007
Si 10.862 16.346 15.147 0.019 -0.007 -0.01
Si 13.612 2.727 15.156 -0.004 0.002 0.019
Si 10.87 5.436 15.163 -0.021 -0.018 0.004
Si 13.612 8.185 15.13 0.019 0.002 0.013
Si 10.877 10.905 15.142 0.029 -0.02 0.019
Si 13.6 13.618 15.131 -0.005 -0.021 -0.01
O 8.703 8.645 24.096 -0.113 0.149 -0.16
O 12.108 15.098 28.776 -0.083 0.151 -0.097
O 18.359 15.315 23.016 0.16 -0.165 -0.083
O 9.841 18.218 23.383 -0.039 0.099 -0.081
O 20.782 12.628 23.348 -0.17 0.009 -0.433
O 12.585 20.161 27.067 0.01 0.021 -0.322
O 10.856 8.752 34.27 0.073 -0.084 0.444
O 14.829 10.724 33.847 -0.116 -0.11 0.068
O 11.933 19.773 22.924 -0.272 0.081 0.131
O 19.062 11.462 34.4 0.086 0.128 0.656
O 20.052 16.148 33.867 0.116 0.135 -0.131
O 21.707 5.805 24.687 -0.117 0.15 -0.004
O 18.239 18.126 33.595 -0.146 0.231 0.029
O 9.526 18.338 32.765 0.274 -0.027 0.389
O 12.528 10.206 23.142 0.086 0.137 -0.209
O 17.326 7.558 30.427 -0.081 0.035 0.395
O 12 18.791 33.571 0.075 0.179 0.068
O 18.18 7.004 33.595 -0.198 0.137 0.183
O 15.148 14.889 33.653 -0.047 -0.045 0.14
O 17.432 4.539 23.684 0.048 -0.053 -0.726
O 14.192 17.206 22.975 0.109 0.034 -0.207
O 9.036 10.463 33.467 -0.128 0.065 0.118
O 14.472 12.047 23.365 0.049 -0.027 -0.365
O 10.151 20.748 33.656 0.221 -0.029 0.051
O 10.232 7.215 25.702 0.039 -0.101 -0.42
O 7.238 4.272 23.665 0.062 -0.173 -0.565
O 19.402 4.773 25.351 0.043 -0.119 -0.081
O 17.871 10.185 30.146 -0.109 -0.091 -0.019
O 9.48 6.311 23.244 0.058 0.045 -0.224
O 9.693 14.049 28.262 -0.303 0.155 -0.014
O 20.027 21.443 33.516 -0.131 -0.053 0.227
O 6.93 9.543 27.23 0.29 0.089 -0.374
O 20.72 10.526 27.14 -0.095 -0.009 -0.201
O 5.384 8.252 22.654 0.082 0.059 -0.504
O 13.236 21.404 31.607 0.222 -0.099 0.198
O 8.182 6.125 34.237 -0.005 -0.34 0.391
O 23.346 17.99 33.444 0.026 -0.086 0.398
O 7.116 14.489 23.741 -0.245 0.044 -0.645
O 13.615 16.897 34.335 0.118 0.172 0.313
O 11.158 14.124 34.358 -0.15 -0.04 0.265
O 17.197 9.131 23.367 0.008 0.111 -0.337
O 20.604 12.877 28.363 0.002 0.118 -0.171
O 12.571 15.274 23.636 0.04 -0.147 -0.098
O 22.244 13.145 25.564 -0.105 -0.131 -0.071
O 5.473 18.944 22.712 -0.09 0.128 -0.612
O 10.416 14.641 30.785 0.045 -0.004 0.229
O 10.875 12.361 26.593 0.113 -0.162 -0.409
O 20.015 7.162 26.273 -0.186 0.103 -0.466
O 21.591 5.763 27.916 0.016 0.127 0.138
O 21.654 19.661 34.412 -0.092 -0.19 0.238
O 15.334 7.232 23.374 0.004 -0.189 -0.142
O 11.003 8.236 22.378 -0.011 -0.249 -0.572
O 13.036 11.345 25.457 0.068 -0.084 -0.523
O 12.14 17.742 24.617 -0.088 0.001 0.208
O 10.578 18.397 27.327 0.02 0.104 -0.133
O 10.698 19.93 25.21 -0.056 -0.11 -0.46
O 10.09 21.027 27.522 0.031 -0.291 -0.052
O 7.836 6.317 25.302 0.115 0.144 -0.144
O 16.414 8.749 34.402 -0.256 0.192 0.553
O 20.428 7.461 32.239 0.205 -0.008 -0.254
O 7.659 19.77 31.464 0.016 -0.123 0.372
O 19.259 6.654 28.812 -0.153 -0.031 0.062
O 12.554 10.807 28 0.102 0.085 0.148
O 22.783 7.947 33.39 0.027 -0.175 0.283
O 16.279 14.174 31.361 0.086 0.388 0.351
O 11.135 19.837 31.331 -0.11 -0.192 0.287
O 18.83 12.595 30.343 -0.022 -0.206 0.32
O 21.658 17.198 27.128 -0.14 -0.063 -0.124
O 18.765 5.625 31.272 0.267 -0.115 0.372
O 16.341 13.644 22.592 -0.061 -0.11 -0.496
O 21.583 9.788 31.704 -0.028 -0.339 0.321
O 8.823 5.265 29.831 0.064 -0.101 0.019
O 8.218 16.443 22.567 -0.021 -0.133 -0.324
O 16.299 19.758 34.255 0.093 0.07 0.477
O 14.232 16.442 25.489 -0.302 -0.202 -0.31
O 8.643 13.572 25.81 0.055 0.064 -0.314
O 13.014 8.697 29.597 0.089 -0.047 0.138
O 8.014 17.567 27.433 0.137 0.272 0.02
O 23.371 12.227 33.746 -0.09 -0.069 0.232
O 9.914 16.536 29.028 0.048 -0.005 0.139
O 14.813 21.887 33.605 0.27 -0.078 0.015
O 20.807 19.581 27.791 -0.189 0.234 -0.203
O 13.958 17.985 27.704 -0.088 -0.233 -0.196
O 21.715 14.165 34.4 0.285 0.056 0.678
O 7.773 14.586 31.1 0.213 -0.33 -0.009
O 14.769 9.637 24.354 0.074 0.09 0.085
O 10.92 13.43 22.691 0.036 0.338 -0.433
O 12.664 12.164 33.466 -0.028 0.171 0.119
O 9.087 19.018 29.374 0.093 0.239 0.34
O 18.289 16.33 25.391 0.03 -0.341 -0.188
O 7.879 17.195 31.042 0.106 0.247 0.148
O 21.87 16.1 31.351 -0.027 0.052 0.099
O 15.419 6.631 27.68 -0.196 0.048 0.111
O 16.178 18.908 22.602 -0.004 -0.124 -0.364
O 23.037 20.166 29.006 -0.152 -0.226 -0.009
O 14.677 12.137 31.683 -0.029 -0.144 0.239
O 17.138 5.187 29.116 0.059 0.022 0.059
O 23.08 15.834 28.982 0.279 -0.275 0.143
O 19.237 16.845 31.495 -0.122 0.167 0.341
O 9.871 7.182 28.393 -0.05 0.035 0.106
O 8.164 10.88 25.365 -0.17 -0.048 -0.411
O 9.565 9.417 27.105 0.08 0.062 -0.008
O 17.16 13.104 33.682 -0.217 0.017 0.022
O 7.45 11.207 31.382 0.211 0.171 0.388
O 18.334 11.603 27.908 0.093 0.083 -0.042
O 13.58 5.48 22.562 0.136 -0.02 -0.686
O 13.291 13.249 27.28 -0.136 -0.164 -0.067
O 18.985 10.865 22.632 -0.111 0.109 -0.618
O 16.375 17.227 26.948 0.039 0.139 0.043
O 11.51 5.491 29.631 0.319 -0.255 0.161
O 14.43 9.061 27.302 0.243 0.132 -0.274
O 20.712 9.369 34.099 0.131 0.123 -0.125
O 21.238 8.288 28.388 0.065 -0.053 0.056
O 20.06 17.249 23.597 -0.113 0.226 -0.368
O 6.954 10.312 23.103 -0.24 -0.185 -0.277
O 17.571 15.643 33.162 -0.18 -0.084 0.25
O 12.453 6.76 33.602 -0.202 -0.033 -0.096
O 13.147 19.67 29.609 -0.245 0.005 0.482
O 17.791 18.943 25.475 -0.102 0.116 -0.227
O 13.211 9.996 31.879 -0.065 0.156 0.35
O 16.38 8.104 25.679 0.092 0.002 -0.473
O 16.302 12.267 29.521 -0.216 0.04 0.159
O 19.69 12.56 25.832 0.044 0.037 -0.305
O 14.141 13.77 29.764 -0.079 -0.194 0.393
O 21.4 12.462 30.912 0.305 -0.052 0.245
O 16.995 4.97 26.374 0.083 0.151 -0.324
O 15.103 20.336 27.933 0.23 -0.257 0.055
O 20.138 14.809 30.003 -0.197 0.143 0.209
O 6.644 20.46 26.335 0.354 0.015 -0.446
O 14.186 7.497 31.753 0.115 -0.222 0.212
O 14.623 15.466 27.873 -0.033 -0.098 -0.145
O 9.452 11.162 23.132 -0.019 -0.035 0.048
O 20.382 14.857 24.711 0.272 0.116 -0.162
O 19.658 6.808 23.554 -0.109 0.075 -0.332
O 11.968 8.314 27.227 0.054 -0.285 -0.353
O 15.397 9.384 30.41 -0.24 -0.033 0.267
O 9.277 15.382 33.18 0.259 -0.039 0.589
O 18.959 17.71 27.507 -0.208 -0.149 0.132
O 20.614 17.481 29.482 -0.052 0.069 0.189
O 8.535 11.745 27.762 0.027 -0.006 -0.054
O 22.235 10.574 29.331 0.147 0.267 -0.004
O 16.862 8.814 28.176 0.217 -0.231 -0.121
O 9.289 12.841 32.375 -0.083 -0.245 0.203
O 6.987 15.449 26.286 0.108 -0.165 -0.223

Results
total energy: -101659.414 eV
total energy less fixed offsets of O -438.35, Si -107.03 eV per atom: -6.214 eV
